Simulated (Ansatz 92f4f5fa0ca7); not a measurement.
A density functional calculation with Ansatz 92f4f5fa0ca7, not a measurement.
Periodic cell of 228 atoms, Si134O92H2, from a study of silicon, its oxide and their interface. The atomic structure is a simulated model.

Settings
functional: PBE
potential files: Ansatz PAW
basis: plane waves
wave-function cutoff: 700 eV
density cutoff ratio: 5
exchange-correlation grid ratio: 1
k mesh: 2 x 2 x 1, shifted by 0.5 0.5 0.5 of a step
self-consistency stop: 5e-08 eV per atom in the density residual
occupations: fixed
spin: none
net charge: 0

Cell vectors (angstrom)
a  10.938  0  0
b  0  10.938  0
c  0  0  32.8513

Atoms and the computed forces on them: element, x, y, z (angstrom), force x, y, z (eV/angstrom)
Si  0.1936  -0.3219  25.2959  -0.0065  -0.0078  -0.0245
Si  5.7551  -0.4021  25.578  0.0016  0.0014  -0.0155
Si  2.593  3.0421  25.4069  0.0198  0.0081  -0.0123
Si  8.0187  2.9628  25.363  0.0069  0.0046  -0.0196
Si  0.2441  5.1767  25.3096  -0.0093  -0.0037  -0.0361
Si  5.7492  5.1999  25.4433  -0.0099  -0.005  -0.0246
Si  2.4868  8.3851  25.2943  0.0066  0.0077  -0.0283
Si  8.0113  8.3212  25.3328  0.0046  0.0005  -0.0325
Si  1.3949  1.3253  26.569  -0.0042  0.0113  0.0105
Si  6.8991  1.3269  26.6946  0.0049  0.002  0.0006
Si  4.1221  4.1332  26.7884  0.0237  0.0073  -0.0074
Si  9.6067  4.0723  26.6985  0.0014  0.0159  -0.0101
Si  1.3535  6.8046  26.6396  0.0034  -0.0001  0.0083
Si  6.9005  6.7798  26.7314  -0.0054  0.006  0.0031
Si  4.0849  9.4352  26.7594  -0.0273  -0.0091  -0.0055
Si  9.591  9.4972  26.6788  -0.0151  -0.0109  -0.0112
Si  2.7519  -0.0063  28.0377  -0.0182  -0.0017  -0.0055
Si  8.2623  -0.0223  28.0644  -0.0032  -0.0128  0.002
Si  0.0313  2.6706  28.0317  0.021  -0.0003  -0.0008
Si  5.4887  2.6886  28.0705  0.0144  0.0053  -0.0091
Si  2.7375  5.5097  28.0825  -0.0153  -0.0064  0.0024
Si  8.2685  5.4455  28.0878  -0.0057  -0.0121  0.0097
Si  0.0064  8.1545  28.0594  0.0175  0.0078  0.0117
Si  5.4907  8.1194  28.0966  0.0118  0.0108  -0.0053
Si  4.1018  1.3673  29.433  -0.0372  -0.1531  0.0194
Si  9.5708  1.3673  29.433  0.2361  -0.1032  0.0716
Si  1.3673  4.1018  29.433  -0.0139  -0.0968  -0.2736
Si  6.8362  4.1018  29.433  0.1102  -0.1177  -0.0939
Si  4.1018  6.8362  29.433  -0.0195  -0.1174  0.523
Si  9.5708  6.8362  29.433  0.1554  -0.0477  0.3046
Si  1.3673  9.5708  29.433  -0.0135  -0.0062  -0.2683
Si  6.8362  9.5708  29.433  0.0551  -0.0377  -0.1897
Si  0  0  30.8003  -0.0453  0.0247  -0.0087
Si  5.469  0  30.8003  -0.0521  -0.0101  -0.0245
Si  2.7345  2.7345  30.8003  0.0223  0.0344  -0.0261
Si  8.2035  2.7345  30.8003  -0.0075  0.0289  -0.0217
Si  0  5.469  30.8003  -0.0667  0.0024  0.009
Si  5.469  5.469  30.8003  -0.1287  -0.0155  0.0047
Si  2.7345  8.2035  30.8003  0.0809  0.0478  -0.0128
Si  8.2035  8.2035  30.8003  -0.0117  0.0141  -0.0068
Si  1.3673  1.3673  32.1675  0.0084  -0.0612  0.0001
Si  6.8362  1.3673  32.1675  0.0174  -0.041  -0.0077
Si  4.1018  4.1018  32.1675  0.0476  -0.0442  0.0136
Si  9.5708  4.1018  32.1675  0.0032  -0.0033  0.0045
Si  1.3673  6.8362  32.1675  0.0525  -0.0132  -0.0122
Si  6.8362  6.8362  32.1675  0.0454  -0.014  -0.0063
Si  4.1018  9.5708  32.1675  -0.0228  0.003  0.0061
Si  9.5708  9.5708  32.1675  0.0383  0.0111  0.0068
Si  2.7345  0  0.6835  0.0387  0.0083  -0.0086
Si  8.2035  0  0.6835  -0.0448  0.0412  -0.0151
Si  0  2.7345  0.6835  -0.0016  0.019  0.0132
Si  5.469  2.7345  0.6835  -0.0656  0.0154  0.0225
Si  2.7345  5.469  0.6835  -0.0236  0.0562  -0.0168
Si  8.2035  5.469  0.6835  -0.0166  -0.0025  -0.0212
Si  0  8.2035  0.6835  -0.0491  -0.0014  0.0093
Si  5.469  8.2035  0.6835  -0.0327  0.0307  0.0081
Si  4.1018  1.3673  2.0507  -0.0085  -0.0651  -0.007
Si  9.5708  1.3673  2.0507  -0.0284  -0.1485  0.0236
Si  1.3673  4.1018  2.0507  0.0777  -0.0292  0.0254
Si  6.8362  4.1018  2.0507  0.1645  0.1012  -0.013
Si  4.1018  6.8362  2.0507  -0.0808  -0.0736  0.0279
Si  9.5708  6.8362  2.0507  -0.025  -0.0244  -0.0176
Si  1.3673  9.5708  2.0507  0.0736  0.0842  -0.0199
Si  6.8362  9.5708  2.0507  0.0438  0.0165  0.0245
Si  0  0  3.418  -0.0525  0.0412  -0.3358
Si  5.469  0  3.418  0.0326  0.3235  -0.2157
Si  2.7345  2.7345  3.418  0.0594  0.2652  -0.0589
Si  8.2035  2.7345  3.418  -0.0115  0.5624  0.1789
Si  0  5.469  3.418  -0.314  0.0318  0.2901
Si  5.469  5.469  3.418  0.0826  0.0461  0.3918
Si  2.7345  8.2035  3.418  -0.1853  -0.2649  -0.1375
Si  8.2035  8.2035  3.418  -0.1235  -0.3148  -0.2672
Si  1.2623  1.475  4.7327  -0.0213  0.0213  0.0074
Si  6.7843  1.4553  4.7665  -0.038  0.0434  0.0091
Si  4.1205  4.0865  4.8262  0.0037  -0.0004  -0.0013
Si  9.4986  4.1881  4.8798  0.0062  0.0007  -0.009
Si  1.3465  6.8331  4.8038  0.0027  -0.0148  -0.0053
Si  6.8197  6.891  4.8369  0.008  -0.0239  0.0038
Si  4.0912  9.5788  4.7131  0.0038  -0.0048  -0.0027
Si  9.5882  9.5223  4.7208  0.0118  0  0.0038
Si  2.62  -0.0181  5.8937  0.0394  -0.0198  0.0098
Si  8.2841  0.1032  5.9001  -0.0048  0.0046  0.0199
Si  -0.0009  2.8834  6.2371  0.0114  -0.0157  -0.0245
Si  5.4297  2.6889  6.3189  0.0084  -0.0082  -0.0201
Si  2.7514  5.508  6.1689  -0.0277  0.0058  0.0106
Si  8.0702  5.5185  6.3664  0.0182  0.0064  -0.0076
Si  -0.0908  8.1396  6.1761  -0.0074  0.013  -0.005
Si  5.4843  8.3775  6.1507  0.0105  0.0015  0.0169
Si  3.7181  1.3636  7.3659  -0.0363  -0.0146  0.0154
Si  9.7941  1.164  7.3343  0.0134  -0.0523  0.0416
Si  1.7332  3.8577  7.5585  0.0144  -0.0246  0.0274
Si  6.4026  4.4049  7.7348  -0.0202  0.0291  0.0604
Si  4.2932  6.8063  7.4114  -0.0176  -0.0072  0.0225
Si  9.6247  6.751  7.7043  0.0251  -0.0087  0.0346
Si  1.1009  9.8239  7.2629  0.0025  0.052  0.065
Si  6.9034  9.9101  7.3328  0.0173  -0.0026  -0.0011
O  5.3159  5.6257  7.9129  0.0149  -0.0067  0.0276
O  0.0642  0.0953  7.6691  -0.0126  0.0059  0.0264
O  2.7413  2.5943  7.7912  0.0006  0.0007  0.0328
O  9.471  7.4204  9.2501  -0.012  -0.0027  -0.0123
O  1.3588  9.5192  24.8059  0.0045  -0.0055  -0.0256
O  6.8246  4.0361  24.9283  0.0015  0.0063  -0.0341
O  6.8477  9.4485  24.9432  0.0009  0.0037  -0.0367
O  1.4234  4.0894  24.8465  -0.0065  0.0112  -0.0286
O  7.8332  8.9399  8.2692  -0.0165  0.022  0.0252
O  1.586  4.3043  9.1568  -0.0078  0.0081  -0.004
O  1.7704  9.3312  8.6634  -0.0117  -0.0136  -0.0264
O  6.6858  4.0478  9.3387  -0.009  -0.0117  -0.033
O  10.5664  5.4865  8.2266  0.0014  0.0252  0.0096
O  3.886  0.4341  8.7517  0.0097  0.0279  0.0001
O  3.779  7.5692  8.7757  -0.0117  -0.0085  -0.0108
O  9.0406  1.4423  8.7884  0.0226  -0.015  -0.0119
O  4.8487  0.2166  24.3709  0.0203  0.0152  -0.0097
O  8.8332  2.4564  24.0067  -0.0214  -0.0179  0.0087
O  10.5039  5.7719  23.9233  0.0002  -0.0059  0.0142
O  5.1475  5.9782  24.1286  -0.0064  -0.0122  0.0052
O  8.6126  7.6413  23.9384  -0.0002  -0.0061  0.0144
O  3.6059  2.6365  24.1502  -0.0219  -0.0216  -0.0031
O  3.1073  7.6768  23.9249  0.0058  0.0095  0.0134
O  10.251  0.1934  23.9832  0.0128  0.013  0.0051
Si  4.3654  8.3127  18.1059  -0.0017  0.0017  -0.0071
Si  8.7175  8.8036  9.6358  -0.003  0.0125  0.003
Si  7.3735  -0.1511  14.4232  -0.0022  -0.0057  0.0009
Si  2.4646  3.8514  17.2525  -0.0002  -0.007  -0.0066
Si  4.9721  5.4784  17.9734  -0.0052  0.0068  -0.0028
Si  3.2752  2.0596  14.9775  -0.0023  0.0002  0.0014
Si  7.4818  5.2351  21.0552  0.0015  -0.0037  -0.0012
Si  4.2197  1.3364  23.3963  0.0007  -0.0008  0.0124
Si  2.4514  8.1451  9.5202  -0.0004  -0.0018  -0.0041
Si  -3.8469  1.0068  18.7076  -0.0008  0.0023  -0.0001
Si  10.1658  -1.3547  15.6085  0.003  -0.0015  0.0007
Si  9.2509  0.6879  10.2265  0.0053  0.0011  -0.005
Si  5.1243  0.0308  16.6635  -0.0034  -0.0001  0.0038
Si  15.9648  4.1547  13.3469  -0.003  0.0044  0.0034
Si  0.5727  5.0531  12.4609  0.0001  -0.0016  0
Si  11.0376  11.9225  20.6014  -0.0037  0.0022  -0.0035
Si  9.2388  1.1436  23.1169  -0.0039  0.0011  0.0008
Si  0.5996  5.5393  9.5601  0.0054  0.0114  0.0027
Si  10.5549  -5.5775  17.7692  0.0014  0.0026  -0.0018
Si  13.622  2.3536  19.9158  -0.0004  0.0012  -0.0044
Si  4.8806  -1.9908  21.0838  0.0049  -0.0035  -0.0013
Si  6.9755  -0.8916  11.5039  -0.0031  -0.0026  0.0037
Si  6.0997  3.315  10.6818  -0.0059  -0.0049  0.0054
Si  15.2569  4.8548  20.9397  -0.0024  0.0008  0.002
Si  -0.4934  13.2521  12.5741  0.004  -0.0006  -0.0025
Si  6.5339  0.6651  21.7359  0.001  0.0035  0.0008
Si  7.6071  2.8494  13.2397  0.0013  0.0032  0.0052
Si  -1.4904  7.2095  20.1265  0.004  0.0015  -0.0022
Si  13.5599  10.8022  21.3125  -0.004  -0.0007  0.0015
Si  2.9298  6.3879  13.6992  0.0062  0.0048  0.0034
Si  4.2052  6.7965  23.0947  0.0028  -0.0012  -0.0032
Si  11.1461  6.6724  14.9563  0.0006  0.001  -0.0002
Si  7.8244  3.9227  18.4488  0.0047  -0.0079  0.0027
Si  2.978  9.2105  12.493  0.0032  0.0008  -0.0018
Si  9.3491  6.4886  23.0241  -0.0024  0.0006  -0.0019
Si  9.4709  -0.907  18.6486  -0.0001  -0.0015  -0.003
Si  5.3006  0.468  9.5564  -0.0126  -0.0042  0.0035
Si  12.0408  0.1014  13.9553  -0.0014  -0.0047  -0.0005
O  9.9838  1.5288  21.7166  0.0082  -0.0223  0.0102
O  1.008  10.6877  21.1869  0.0165  0.0327  -0.0081
O  16.7866  -0.783  21.5316  -0.01  0.0095  0.0003
O  12.0119  13.2114  20.2724  0.0129  -0.0302  0.0015
O  3.8058  4.7831  17.0538  0.005  -0.0032  0.0245
O  2.7635  8.0443  18.3259  0.0223  -0.0394  0.0423
O  5.0762  4.1497  11.6854  0.0171  -0.0176  0.0219
O  3.2498  0.8302  20.134  -0.0201  0.0028  0.0223
O  6.8531  -1.0089  13.1173  0.0162  0.0191  -0.0023
O  16.0952  -2.3397  19.5233  -0.0244  -0.0013  0.0025
O  3.2942  -1.601  21.2325  0.0188  0.0198  0.0009
O  13.0282  5.6733  12.4785  -0.0193  0.0033  0.0255
O  7.3566  2.9183  11.6276  -0.0218  0.0011  -0.0039
O  -6.6477  5.4973  13.9272  -0.0062  -0.012  -0.0161
O  2.2916  3.0789  15.8193  0.0247  -0.0079  0.0061
O  9.4249  8.7736  19.6853  0.0029  -0.006  -0.0098
O  12.3223  6.9433  9.6675  0.009  -0.0103  0.0028
O  7.828  0.4237  22.7044  0.0016  0.0192  -0.0119
O  1.5159  9.7918  12.9853  0.0075  0.0104  0.0175
O  2.9333  0.6182  22.7152  0.0097  -0.0134  -0.0212
O  -0.2833  5.7881  13.6563  0.0298  0.0033  -0.0005
O  4.1331  12.0506  15.9771  0.0029  0.0012  -0.006
O  5.1544  7.016  17.4562  -0.0238  -0.0026  0.0224
O  5.4468  1.7203  22.3806  0.0048  -0.03  0
O  -5.408  -0.6409  10.7495  0.0285  0.0159  -0.0073
O  1.864  6.5411  14.9615  -0.018  -0.0052  -0.0246
O  5.3658  12.8976  10.1785  0.0203  0.0083  0.0087
O  -0.1251  5.3028  11.0017  0.0279  -0.0054  0.0064
O  15.2132  5.5587  19.4673  0.0065  -0.0071  0.0015
O  7.8957  -4.3248  20.2078  0.0329  -0.0038  0.0168
O  5.6442  0.7424  18.0337  0.0138  -0.0103  -0.0099
O  7.8812  11.3497  11.0841  -0.0052  -0.0116  0.0035
O  6.3753  11.1051  8.3531  -0.0045  -0.0297  0.0162
O  -0.6143  11.295  19.2676  -0.0027  -0.0106  0.0169
O  13.7986  2.7334  18.3626  -0.011  0.0131  0.0106
O  8.0167  4.0349  20.0773  -0.011  0.0161  -0.018
O  9.2008  4.4394  17.7353  0  0.0112  0.0275
O  11.6367  3.4258  12.6233  -0.0117  0.0069  -0.0031
O  10.1697  1.7432  11.0601  -0.0124  0.0026  0.0115
O  9.7476  -0.8759  9.934  -0.025  -0.0124  -0.0113
O  7.9744  -0.323  18.4033  0.0083  0.0119  0.0125
O  7.3444  1.4186  13.9789  0.0027  -0.0053  -0.0053
O  10.0311  7.1283  21.6671  -0.0292  -0.016  0.0006
O  -0.1339  11.8977  13.3693  0.02  0.013  0.0027
O  2.3801  1.0693  14.077  -0.0163  -0.0009  0.0068
O  16.8493  4.8789  21.3473  -0.0054  0.0061  0.0021
O  6.3345  -0.3511  15.6459  -0.0017  0.0149  -0.0022
O  2.863  8.7673  10.9412  -0.0054  -0.0061  0.0053
O  3.4983  5.7267  22.0608  0.0317  0.0018  -0.0014
O  4.4055  9.5679  17.0732  0.0181  0.0027  0.0107
O  -4.3466  3.9812  13.8829  -0.0151  -0.0216  -0.0248
O  4.2163  2.8633  13.9257  0.0006  0.014  0.0142
O  8.2561  5.3649  22.4953  0.0114  0.026  -0.0101
O  11.4931  10.5129  15.3943  -0.0065  -0.0074  -0.0192
O  14.4792  3.4123  20.839  -0.0058  0.0057  -0.0217
O  8.8314  -0.6979  14.9179  -0.0021  -0.0051  0.006
O  18.6646  2.3511  18.0387  -0.0159  0.0006  0.0167
O  10.5058  8.1711  14.8544  0.0021  0.0128  0.0035
O  3.4244  7.8876  13.3427  -0.024  -0.0117  -0.0068
O  16.0921  7.7393  22.1444  -0.0233  -0.0002  0.0063
O  -12.6637  3.0909  13.3332  0.0067  -0.014  -0.0032
O  6.4255  4.6991  17.9883  0.003  -0.0019  -0.0038
O  1.076  4.5745  17.7776  -0.0022  -0.0033  -0.0095
O  10.5386  -4.7944  16.3571  0.0136  -0.0083  0.0032
O  7.7016  -2.2455  10.9205  0.0069  0.0345  -0.016
O  -0.9278  -1.4808  17.2253  -0.0089  0.0094  -0.003
O  6.9717  1.2779  20.3033  -0.0057  -0.0273  -0.0012
O  10.4071  6.3516  19.0838  -0.0171  0.0034  -0.0002
H  3.9965  10.2391  12.7085  -0.0066  -0.0076  -0.0022
H  2.5251  7.3952  19.0052  0.0093  0.0381  -0.0356

Results
free energy: -137558.701 eV
free energy less fixed offsets of H -17.10, O -569.03, Si -635.61 eV per atom: -2.001 eV

The program warned: the cutoff lies below the one the program advises for these potential files; the exchange-correlation potential is rough where the density is thin.
